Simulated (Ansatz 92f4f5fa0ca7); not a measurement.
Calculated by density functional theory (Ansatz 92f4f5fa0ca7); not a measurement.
Periodic cell of 208 atoms, Si128O80, from a study of silicon, its oxide and their interface. The atomic structure is a simulated model.
Doubt: the cutoff is far below the 930 eV that the study's wrapper takes by default for these files, so forces and energies are approximate.
This geometry differs little from another in the collection (a relaxation step or a small displacement).

Settings
functional: PBE
potential files: Ansatz PAW
basis: plane waves
wave-function cutoff: 580 eV
density cutoff ratio: 5
exchange-correlation grid ratio: 1
k mesh: 1 x 1 x 1, Gamma-centred
self-consistency stop: 5e-08 eV per atom in the density residual
occupations: fixed
spin: none
net charge: 0

Cell vectors (angstrom)
a  10.938  0  0
b  0  10.938  0
c  -3.6323  4.8106  31.2528

Atoms: element, x, y, z (angstrom)
Si  -3.2037  8.384  25.207
Si  -0.3477  11.1697  25.1856
Si  -4.1603  4.0186  25.2897
Si  -12.4033  6.7094  25.1911
Si  -9.5581  9.4361  25.0464
Si  -6.9287  12.2467  25.2044
Si  -8.6653  3.0139  25.3083
Si  -5.908  5.6623  25.4056
Si  -4.9586  7.5033  26.5202
Si  -2.2107  10.2242  26.3583
Si  -5.0722  2.1562  26.4342
Si  -2.3119  4.8867  26.4633
Si  -10.5357  7.6573  26.3492
Si  -7.8086  10.3723  26.3834
Si  0.5348  12.9274  26.525
Si  -7.7157  4.756  26.5754
Si  -6.3939  8.9542  27.7193
Si  -3.634  11.6453  27.683
Si  -6.3683  3.426  27.9662
Si  -3.6311  6.1779  27.9489
Si  -0.9134  8.9257  27.8627
Si  1.8496  11.6179  27.9416
Si  -0.9041  14.3806  27.7421
Si  -9.154  6.2294  27.7303
Si  -7.7425  7.5612  29.1337
Si  -4.9986  10.2919  29.1279
Si  -7.7367  12.9947  29.2683
Si  -4.9962  4.8067  29.2652
Si  -2.2537  7.555  29.2407
Si  0.4557  10.2611  29.2409
Si  -2.2773  13.007  29.1307
Si  0.4591  4.8215  29.1434
Si  -6.3668  6.1779  30.5668
Si  -3.6323  8.9124  30.5668
Si  -6.3668  11.6469  30.5668
Si  -3.6323  14.3814  30.5668
Si  -0.8978  6.1779  30.5668
Si  1.8367  8.9124  30.5668
Si  -0.8978  11.6469  30.5668
Si  -9.1013  3.4434  30.5668
Si  -1.3673  2.7345  0.6813
Si  1.3673  5.469  0.6813
Si  -1.3673  8.2035  0.6813
Si  1.3673  0  0.6813
Si  4.1018  2.7345  0.6813
Si  -4.1018  5.469  0.6813
Si  -6.8362  -2.7345  0.6813
Si  -4.1018  0  0.6813
Si  -2.7345  4.1018  2.0485
Si  0  6.8362  2.0485
Si  -2.7345  9.5708  2.0485
Si  0  1.3673  2.0485
Si  2.7345  4.1018  2.0485
Si  -5.469  6.8362  2.0485
Si  2.7345  -1.3673  2.0485
Si  5.469  1.3673  2.0485
Si  -4.1246  2.7363  3.3565
Si  -1.3726  5.4863  3.4706
Si  -4.0821  8.2016  3.4967
Si  -1.361  -0.0204  3.3924
Si  1.3624  2.7247  3.4659
Si  4.1315  5.4543  3.3217
Si  1.3508  8.2244  3.3463
Si  4.11  0.0028  3.4842
Si  -2.7782  1.355  4.6664
Si  -0.0067  4.1074  4.8393
Si  -2.6964  6.8484  4.9381
Si  0.003  -1.4045  4.7605
Si  2.7233  1.3673  4.8942
Si  -5.487  4.1048  4.6958
Si  2.8122  6.8897  4.5642
Si  -5.4473  9.5815  4.8989
Si  -1.4585  2.6706  6.0838
Si  1.5007  5.5858  5.9444
Si  -1.2835  8.2505  6.3288
Si  1.3641  -0.1135  6.1914
Si  -6.8653  2.8646  6.1779
Si  -4.1344  5.3826  6.1557
Si  4.0839  8.1116  6.1136
Si  -4.0761  0.0944  6.2054
Si  -3.3069  3.5142  7.3463
Si  0.6163  7.2028  7.3953
Si  -2.2347  -0.7823  7.4609
Si  -0.501  0.8683  7.2501
Si  -5.8806  6.3468  7.3882
Si  2.3839  -1.8785  7.4641
Si  -5.1123  1.9058  7.381
Si  -7.727  4.7611  7.3628
Si  -1.6177  11.4673  16.5562
Si  -8.9318  8.5173  22.8812
Si  3.5398  2.0726  12.2019
Si  -9.9863  9.1793  20.0504
Si  -1.7802  10.01  21.1072
Si  3.6577  -1.3575  9.4445
Si  -0.1562  1.9033  9.2841
Si  1.5424  0.0731  11.2577
Si  -0.6062  12.2172  23.1085
Si  -5.3211  7.1442  9.5452
Si  -5.6563  11.5535  19.4969
Si  -7.2594  4.2031  16.4669
Si  -3.9712  8.7103  22.9968
Si  -1.8101  -1.9679  14.8303
Si  -9.3639  3.3853  23.1015
Si  -2.3844  7.3031  17.4653
Si  -5.5893  1.3389  9.6532
Si  -5.2364  6.335  12.3762
Si  -2.5801  4.6699  12.8396
Si  -4.4237  3.3568  20.0614
Si  -9.8181  11.7611  18.1291
Si  -3.1601  2.7602  15.2977
Si  -5.5632  0.8359  14.3973
Si  -7.1506  4.3968  21.0719
Si  -5.4882  11.4403  22.558
Si  -6.3573  6.8871  22.577
Si  3.0526  4.8439  13.3922
Si  -3.3795  10.048  18.6083
Si  -4.3649  -1.6492  12.9883
Si  -3.2458  2.7826  22.6293
Si  -7.208  12.0548  16.9176
Si  -9.1803  3.9174  18.7079
Si  -4.4347  4.8851  17.3407
Si  -0.3712  -2.29  12.0754
Si  -2.8996  2.763  10.2734
Si  -0.0445  6.0837  22.5211
Si  -2.9364  -1.8808  10.3144
Si  -0.0091  6.4325  19.4601
Si  0.4116  5.7964  12.2445
Si  0.9905  4.8322  9.3566
O  -1.4959  1.9337  10.2312
O  -6.0528  -0.2378  9.4093
O  2.6026  -0.9754  10.619
O  -8.8056  11.7014  16.8279
O  -5.0051  9.9724  23.0445
O  -6.397  5.872  23.8399
O  -5.7015  3.6755  21.0189
O  -1.2816  -0.5129  15.3487
O  -4.6453  12.8354  19.3583
O  -0.5804  6.3021  20.9976
O  -5.195  7.9259  12.7128
O  -2.8868  3.729  11.5614
O  -3.3056  -1.8763  14.2004
O  -0.4015  11.5588  17.6145
O  0.3349  6.2167  8.7373
O  -2.657  10.6851  19.9271
O  -4.1497  12.3633  22.6096
O  -2.5459  -0.8653  9.1026
O  -8.6851  4.4053  17.23
O  -6.6352  11.9563  23.5863
O  1.0019  1.1196  10.13
O  -10.1211  12.9191  22.6583
O  -7.3306  8.1631  22.8917
O  -3.1473  3.3485  21.0924
O  -3.0594  8.4829  18.3627
O  -1.1302  5.4441  12.7185
O  -6.6966  1.9454  10.7194
O  1.5601  5.5181  13.377
O  -3.851  7.8944  9.6105
O  -3.7133  -1.1568  11.5622
O  -6.0241  5.1514  16.9999
O  -10.3464  4.9482  19.1482
O  -1.8798  2.0194  15.9764
O  0.262  3.4475  8.8642
O  -0.8298  -2.4323  13.6293
O  -6.1245  11.3895  21.0507
O  -4.8314  7.4508  22.3561
O  -1.0419  11.1718  21.945
O  -1.782  7.9007  16.0648
O  -3.5434  6.2215  17.0849
O  -9.8221  7.6671  19.3729
O  -1.5708  -2.4767  10.9783
O  -2.687  9.0268  22.0308
O  -6.6416  5.8102  12.9846
O  -4.1244  1.6693  10.3546
O  -10.4375  4.5776  22.7881
O  -9.6681  2.3408  18.7799
O  -9.747  7.0984  22.8325
O  -4.1589  1.5906  14.7429
O  -9.1872  9.3357  21.4745
O  -1.7619  2.4417  23.2065
O  -3.9047  3.8651  23.6468
O  -0.6455  9.1384  20.361
O  -6.3563  0.3441  15.7565
O  -3.0114  3.7584  8.9735
O  -1.1935  6.6519  18.3618
O  -2.9645  10.9284  17.3079
O  -6.9227  6.0063  21.3143
O  -6.9147  11.7303  18.4925
O  0.349  -0.8353  11.8915
O  -2.54  3.7155  14.1473
O  -1.2582  6.3667  23.5689
O  3.3734  4.4165  14.909
O  0.5931  7.3658  11.8216
O  -4.2259  4.4775  18.9098
O  -6.7981  2.6678  16.7012
O  -5.2893  6.0399  10.7599
O  2.9862  3.5865  12.3591
O  -3.8567  5.6908  12.9924
O  2.5717  4.6866  8.9186
O  2.3204  0.985  12.3642
O  -6.3986  1.8724  13.4679
O  -8.0151  3.6591  22.2296
O  -9.5573  10.4768  19.1394
O  -5.371  -0.4898  13.4857
O  -7.8793  4.1343  19.6559
O  0.7861  4.8775  10.9579
O  -3.9253  3.6743  16.391
O  -4.9616  10.1909  18.9282
O  -6.5503  8.1849  9.8829

Results
free energy: -126872.568 eV
free energy less fixed offsets of O -568.88, Si -635.61 eV per atom: -4.088 eV

Forces (eV/angstrom), in the order of the atoms: element, x, y, z
Si  -0.0119  0.0135  -0.0087
Si  0.0054  -0.0153  -0.0116
Si  0.0128  -0.0114  0.0154
Si  0.0019  -0.0022  0.0094
Si  -0.0076  0.0131  0.0125
Si  -0.0024  -0.0063  0.007
Si  -0.0047  0.0111  -0.0068
Si  -0.0023  0.0104  0.0185
Si  0.0089  0.0003  0.0014
Si  -0.0004  -0.0026  0.008
Si  -0.0008  0.0013  0.0018
Si  -0.0008  -0.0009  0.0013
Si  0.0051  -0.0006  0.0031
Si  -0.0005  -0.0054  -0.0023
Si  0.0008  0.001  0.013
Si  -0.0036  -0.0061  0.0088
Si  -0.0037  -0.0005  0.005
Si  0.0077  -0.0069  0.0052
Si  -0.0072  0.0093  0.0128
Si  -0.0053  0.0016  0.0112
Si  -0.0015  0.0025  0.0001
Si  -0.0037  0.0032  0.0016
Si  -0.0011  -0.0041  0.0051
Si  0.0039  0.0008  0.0049
Si  -0.0017  0.001  0.0095
Si  0.0005  0.0008  0.0047
Si  0.0018  -0.0056  0.0063
Si  0.004  -0.0018  0.0117
Si  -0.0008  -0.002  0.0057
Si  0.0048  -0.0005  0.0042
Si  0.0014  0.0032  0.0091
Si  0.0018  -0.0025  0.007
Si  -0.2563  0.2466  -0.0351
Si  -0.1617  0.2326  -0.1389
Si  0.3146  -0.2608  0.0914
Si  0.2102  -0.2784  0.0902
Si  0.1318  -0.0964  0.0014
Si  0.1012  -0.1952  0.0492
Si  -0.2063  0.1297  -0.0826
Si  -0.1975  0.2324  -0.0546
Si  -0.0356  0.1181  0.0159
Si  -0.1653  0.0188  0.0155
Si  -0.0265  -0.1543  -0.0098
Si  0.1948  0.0309  -0.037
Si  -0.0134  -0.2213  -0.0229
Si  0.2075  0.0552  -0.0484
Si  -0.0145  0.1781  0.0131
Si  -0.1454  0.0306  0.0171
Si  0.0703  0.2419  0.072
Si  -0.2178  -0.166  -0.0683
Si  -0.0727  -0.254  0.061
Si  0.0997  -0.0047  0.0628
Si  -0.2081  -0.3085  -0.1316
Si  0.5162  0.2683  -0.1527
Si  0.1527  0.4058  -0.0226
Si  -0.3186  -0.2178  -0.0842
Si  -0.0029  -0.0111  0.0012
Si  0.0042  0.0026  -0.0034
Si  -0.005  0.0039  -0.0009
Si  -0.0043  0.0055  0.0059
Si  0.0024  0.0016  -0.0021
Si  -0.0023  0.006  0.0066
Si  -0.0016  -0.0088  0.0071
Si  0.0047  -0.0005  0.0029
Si  0.0006  0.0034  -0.0045
Si  -0.0079  -0.0009  0.0017
Si  -0.0017  -0.0074  0.002
Si  0.0068  0.0046  -0.0049
Si  0.0025  -0.0064  0.0011
Si  -0.0013  -0.0038  -0.0003
Si  0.0094  0.004  -0.0115
Si  -0.0039  0.0028  0.003
Si  0.0078  -0.0047  -0.0107
Si  -0.0076  -0.0011  -0.0024
Si  -0.0048  0.002  -0.0012
Si  -0.0073  -0.0003  -0.0033
Si  0.0033  -0.003  -0.0062
Si  -0.0012  0.005  -0.0049
Si  0.0041  0.003  -0.0134
Si  -0.0113  0.0047  -0.0035
Si  0.0043  0.0074  0.0042
Si  0.0042  -0.0004  0.0033
Si  -0.0021  -0.0048  0.0086
Si  0.0173  0.0123  0.0133
Si  0.0126  0.0077  0.0159
Si  0.0056  0.0188  0.0061
Si  0  -0.0146  0.0012
Si  0.0036  -0.0062  0.0013
Si  -0.0027  0.0053  -0.0013
Si  0.0045  -0.0079  -0.009
Si  0.0026  -0.0007  -0.0007
Si  -0.0046  0.0039  0.0011
Si  -0.0088  -0.008  -0.0226
Si  -0.0147  -0.0018  0.0072
Si  -0.0145  -0.0035  -0.0184
Si  -0.0034  0.0008  0.0013
Si  0.0027  -0.0008  0.0189
Si  0.0112  -0.0161  -0.001
Si  -0.0016  -0.0063  0.0019
Si  0.0028  -0.003  0.0029
Si  0.0015  0.003  0.0143
Si  -0.0003  0.0033  0.0034
Si  0.0037  0.0087  0.005
Si  -0.0025  -0.001  0.002
Si  0.009  0.0263  -0.0049
Si  0.0021  -0.0034  -0.0034
Si  -0.0028  -0.0038  0.0018
Si  0.0091  -0.0006  0.0026
Si  -0.0029  -0.0016  0.0005
Si  0.0005  -0.0004  0.0085
Si  0.0013  -0.0012  0.0016
Si  -0.0023  0.0028  -0.007
Si  -0.0023  -0.0082  -0.0055
Si  -0.0008  0.0145  -0.004
Si  0.0076  -0.0039  0.0047
Si  -0.0057  0.0098  0.0069
Si  -0.0009  0.0079  -0.0085
Si  0.0023  -0.01  -0.0043
Si  0.0015  -0.0018  0.004
Si  0.0033  -0.0003  -0.0021
Si  -0.0023  -0.0041  -0.0019
Si  -0.0095  0.0007  -0.006
Si  -0.0054  0.005  -0.003
Si  0.005  -0.004  -0.0078
Si  0.0019  -0.0042  -0.0008
Si  -0.0036  -0.0036  0.0068
Si  0.0017  -0.0051  -0.0106
Si  0.0002  -0.0002  0.0061
O  0.0101  -0.0023  0.0035
O  -0.0106  -0.0175  -0.0058
O  0.0012  -0.0013  -0.006
O  -0.0005  -0.0005  0.0039
O  0.0043  -0.0067  0.0064
O  -0.0027  0  -0.0108
O  -0.0027  0.0016  0.0074
O  -0.0006  -0.0013  0.0038
O  -0.0017  -0.0023  0.0018
O  0.0035  0.002  0.007
O  -0.0041  -0.0093  0.0013
O  0.0006  0.0013  -0.0013
O  0.0035  -0.0034  0.007
O  0.0031  0.0007  0.0006
O  -0.0025  0.0002  0.0018
O  0.0197  -0.0203  0.0181
O  0.0077  0.0038  0.0069
O  -0.002  -0.0016  -0.0019
O  -0.0006  -0.0005  0.0015
O  -0.0022  0.004  0.0037
O  0.0067  -0.0028  0.0078
O  -0.002  -0.0012  0.0002
O  -0.0129  -0.0083  0.0039
O  -0.0037  0.0056  -0.0038
O  0.0028  -0.0004  0.0003
O  -0.0007  0.0018  0.006
O  -0.0007  -0.004  0.0016
O  -0.0023  0.0014  0.0033
O  -0.001  0.0039  -0.0018
O  0.0034  -0.0018  0.0007
O  0.0024  -0.0016  0.0031
O  0.0015  0.0013  0.0007
O  -0.0037  -0.0044  0.0007
O  -0.0058  -0.0081  0.0055
O  0.0039  -0.0013  0.0049
O  -0.0011  0.0015  -0.0015
O  -0.0061  -0.0042  0.0056
O  -0.0033  -0.0099  -0.0035
O  -0.0002  -0.0022  0.0033
O  0.0035  0.0027  0.0062
O  0.0003  0.0008  0.0046
O  0.0029  0.0036  0.0037
O  0.0088  0.0131  -0.0102
O  0.003  -0.0009  0.0034
O  0.0021  -0.0089  0.0035
O  0.0021  -0.0024  0.0074
O  0.0002  0.0005  0.004
O  0.007  0.0149  -0.0004
O  0.0019  0.0019  0.0035
O  -0.0023  -0.0115  0.0061
O  0.0029  0.0005  0.0054
O  -0.007  0.0101  0.0001
O  -0.0046  0.0166  0.0212
O  -0.0003  0.0008  0.0024
O  0.0005  -0.0026  0.003
O  0.001  0.0008  0.0009
O  0.0013  -0.0032  0.0054
O  0.0009  -0.0011  0.0101
O  0.0089  -0.0007  0.0035
O  0.0018  0.0003  0.0013
O  -0.0011  0.0032  0.0015
O  -0.0025  -0.0009  0.0045
O  -0.0013  0.0001  0.0009
O  0.0041  -0.0029  0.0048
O  -0.0006  0.0017  -0.0003
O  -0.002  0.0029  0.0012
O  -0.0046  -0.0014  0.0072
O  -0.0028  0.0064  0.0057
O  -0.0022  0.0031  0
O  0.0053  0.0007  0.0004
O  -0.0012  0.0007  0.0065
O  0.0003  -0.0004  0.0033
O  -0.0018  -0.0027  0.0109
O  -0.003  -0.0051  0.0089
O  -0.0018  0.0029  0.0084
O  0.0021  0.0003  0.0037
O  -0.0012  0.0032  0.0034
O  0.0063  -0.0006  -0.0012
O  0.0109  0.0056  0.0039
O  0.0004  0.0004  -0.0004

The program warned: the cutoff lies below the one the program advises for these potential files; the forces do not sum to zero within the program's tolerance; the exchange-correlation potential is rough where the density is thin.
